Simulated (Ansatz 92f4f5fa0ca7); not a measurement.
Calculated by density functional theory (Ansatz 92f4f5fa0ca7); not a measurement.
Periodic cell of 186 atoms, Si104O82, from a study of silicon, its oxide and their interface. The atomic structure is a simulated model.

Settings
functional: PBE
potential files: Ansatz PAW
basis: plane waves
wave-function cutoff: 700 eV
density cutoff ratio: 5
exchange-correlation grid ratio: 2
k mesh: 2 x 2 x 1, shifted by 0.5 0.5 0.5 of a step
self-consistency stop: 5e-08 eV per atom in the density residual
occupations: Fermi-Dirac, 0.05 eV
spin: none
net charge: 0

Cell vectors (angstrom)
a, 11.5983, 0, 0
b, 0, 11.5983, 0
c, 2.2574, -4.7403, 25.2238

Atoms: element, x, y, z (angstrom)
Si, 3.11, 1.7929, 0.9867
Si, 3.0479, 4.9472, 1.3062
Si, 3.0331, 7.991, 0.6405
Si, 6.6911, 1.8973, 0.7061
Si, 6.8549, 4.9261, 1.3376
Si, 6.8622, 7.973, 0.7531
Si, 10.8969, 0.4962, 0.5917
Si, 10.6661, 4.8262, 1.0688
Si, 10.9459, 8.8369, 0.7125
Si, 4.987, 1.2194, 2.2669
Si, 4.9319, 4.9451, 2.6323
Si, 4.9496, 8.6108, 2.0273
Si, 8.7768, 1.0195, 1.8156
Si, 8.8361, 4.7228, 2.5088
Si, 8.8754, 8.5354, 2.0036
Si, 12.7102, 1.0618, 2.0764
Si, 12.6238, 4.9485, 2.4142
Si, 12.8087, 8.625, 2.1353
Si, 4.9414, 2.9435, 3.7972
Si, 4.9426, 6.9583, 3.7216
Si, 4.98, 10.6578, 3.3767
Si, 8.8379, 2.7199, 3.6145
Si, 8.8895, 6.7728, 3.6289
Si, 8.7622, 10.6298, 3.2917
Si, 12.6268, 2.9022, 3.6027
Si, 12.7011, 6.8604, 3.6852
Si, 12.8205, 10.6749, 3.4279
Si, 2.9529, 2.8821, 5.0388
Si, 3.0074, 6.8828, 5.0634
Si, 3.0948, 10.6767, 4.8781
Si, 6.9264, 2.9004, 5.0151
Si, 6.9309, 6.8455, 4.99
Si, 6.8986, 10.6184, 4.7912
Si, 10.7458, 2.8455, 5.009
Si, 10.7855, 6.8017, 5.0245
Si, 10.7704, 10.6758, 4.7511
Si, 3.087, 0.9245, 6.3837
Si, 3.0273, 4.8688, 6.2939
Si, 2.9672, 8.8316, 6.3828
Si, 6.8741, 0.913, 6.2387
Si, 6.8488, 4.8797, 6.3174
Si, 6.9597, 8.7747, 6.3174
Si, 10.7299, 0.9122, 6.3346
Si, 10.8202, 4.8228, 6.3468
Si, 10.8004, 8.8026, 6.2341
Si, 5.0807, 0.9418, 7.7626
Si, 4.8854, 4.8281, 7.7249
Si, 4.9699, 8.7847, 7.6357
Si, 8.7138, 0.9551, 7.6761
Si, 8.8178, 4.8525, 7.5992
Si, 8.9495, 8.7858, 7.6535
Si, 12.7036, 0.8945, 7.6957
Si, 12.8015, 4.8792, 7.7392
Si, 12.5909, 8.7791, 7.7735
Si, 4.9986, 2.8947, 9.1632
Si, 4.8727, 6.865, 8.9661
Si, 5.0354, 10.5782, 9.1361
Si, 8.7094, 2.9804, 8.9913
Si, 8.9224, 6.7676, 8.9062
Si, 8.8281, 10.669, 9.0565
Si, 12.8359, 2.8572, 8.9925
Si, 12.7217, 6.8091, 9.1531
Si, 12.5829, 10.6842, 9.2255
Si, 3.1167, 2.2657, 10.5192
Si, 3.0673, 7.3023, 10.5324
Si, 3.0365, 10.584, 10.362
Si, 6.8525, 3.6677, 10.5266
Si, 6.9172, 6.8076, 10.0722
Si, 6.9963, 9.9262, 10.4302
Si, 10.7778, 3.0233, 10.0316
Si, 10.745, 6.1791, 10.3573
Si, 10.5885, 11.5098, 10.4665
Si, 10.9985, -0.7651, 17.2832
Si, 6.6395, 7.8542, 18.9215
Si, 0.7132, 5.1536, 14.408
Si, 7.9293, 3.0028, 16.0993
Si, 8.5861, 11.2497, 12.6512
Si, 3.4418, 5.2261, 15.5048
Si, 10.2042, 2.2269, 17.7962
Si, 8.6301, 9.0229, 17.3574
Si, 7.5268, 1.9641, 18.8327
Si, -0.975, 7.2486, 13.3379
Si, 12.6633, 8.1385, 22.9395
Si, 4.952, 2.6366, 20.283
Si, 12.1726, 7.1147, 20.2058
Si, 9.758, 9.6735, 14.8381
Si, 3.9541, 7.3292, 17.4302
Si, 2.9594, 4.7212, 12.5992
Si, 13.7882, -0.9066, 23.6019
Si, 11.1896, 3.525, 21.91
Si, 4.8634, 9.7474, 22.2286
Si, 6.6014, 10.63, 18.471
Si, 7.7805, 2.6159, 13.2267
Si, 9.3645, 4.8326, 14.487
Si, 10.5584, 6.3936, 22.327
Si, 3.5565, 4.4848, 18.2493
Si, 5.6465, 6.9321, 21.5806
Si, 12.2531, 4.1026, 19.0754
Si, 6.8575, 8.371, 23.722
Si, 1.2886, 1.9459, 23.9642
Si, 8.6454, 4.3049, 22.9546
Si, 15.6724, -0.2452, 19.6702
Si, 5.4791, 4.1607, 22.7807
Si, 13.4882, 9.4562, 18.4952
O, 6.9051, 7.2503, 22.5539
O, 5.154, 4.0041, 24.3738
O, 2.9824, 8.6159, 17.6296
O, 6.3293, 9.7638, 22.9785
O, 11.8793, 3.3114, 20.4565
O, 11.1529, 7.5664, 23.311
O, 3.1029, 6.3273, 0.3075
O, 15.5754, 1.3792, 19.867
O, 4.611, 3.9049, 19.3238
O, 6.8048, 3.5489, 0.4055
O, 6.7119, 8.706, -0.7149
O, 3.8804, 4.8444, 13.9717
O, 10.8639, -1.1439, 0.3863
O, 4.6113, 8.2155, 21.6413
O, 11.1172, 3.6498, -0.0373
O, 12.7254, -1.8255, 22.7205
O, 12.2814, 5.7268, 19.3414
O, 9.873, 9.8766, 18.0352
O, 7.159, 2.4555, 14.7512
O, 8.8451, 3.8573, 13.2808
O, 9.9979, 10.873, 11.8865
O, 7.0952, 4.0987, 22.5884
O, 0.402, 6.7136, 14.038
O, 1.7979, 5.1076, 15.6198
O, 6.8832, 5.3233, 10.909
O, 10.7024, 10.7231, 15.6675
O, 2.1446, 3.739, 18.5569
O, 6.9897, 8.2936, 10.918
O, 6.7244, 2.9229, 12.0207
O, 9.3659, 6.3767, 13.9641
O, 5.4903, 7.7376, 17.7671
O, -0.6757, 4.4229, 14.8478
O, -0.9544, 7.1058, 11.7216
O, 7.0153, 2.7014, 17.4283
O, 7.2453, 10.795, 11.8233
O, 3.8864, 6.7629, 15.8874
O, 3.0641, 8.9472, 11.0625
O, 9.1144, 8.5733, 15.8728
O, 3.3149, 3.3704, 11.7493
O, 8.5582, 1.2502, 12.8663
O, 3.1323, 3.4378, 0.5625
O, 3.4613, 6.1162, 18.4315
O, 11.7479, 2.3708, 22.9006
O, 8.3558, 4.5793, 15.7727
O, 10.6322, 7.0514, 20.8108
O, 11.5394, 5.055, 22.4162
O, 4.9342, 5.5711, 22.1297
O, 7.4897, 0.3352, 18.832
O, 8.5723, 10.497, 14.0928
O, 6.0665, 1.4817, -0.7966
O, 9.1004, 2.364, 19.0135
O, 6.5532, 2.3926, 20.0506
O, 10.9595, 0.7802, 17.8155
O, 9.5553, 3.3925, 21.9276
O, 11.2103, 3.5113, 17.9568
O, 15.2779, -1.4528, 23.279
O, 13.1179, 7.3322, 21.5647
O, 9.0842, 5.8727, 22.7206
O, 8.1296, 7.7101, 18.2227
O, 7.3152, 10.0074, 17.1329
O, 10.7992, 1.5344, 10.8754
O, 10.7521, 4.5478, 10.8204
O, 14.2617, -1.0483, 19.4597
O, 12.514, 8.4018, 19.2845
O, 13.7336, 0.711, 23.2772
O, 5.0301, -0.5306, 18.3572
O, 3.4129, 1.0367, -0.463
O, 3.1293, 6.1101, 11.7173
O, 6.2758, 6.7621, 20.0744
O, 12.5093, 10.2961, 17.5207
O, 3.0718, 0.6311, 11.0272
O, 13.5631, 7.829, 24.2628
O, 4.0153, 4.2229, 16.6796
O, 1.4041, 4.4896, 13.0809
O, 10.0661, 6.0919, 0.1619
O, 4.7787, 2.9839, 21.8749
O, 6.8071, 6.3182, 0.4056
O, 11.3458, 8.0709, -0.7417
O, 4.8064, -0.7621, 21.03
O, 9.3791, 2.2655, 16.3726
O, 10.5576, 8.8141, 13.7227
O, 6.662, 9.3815, 19.5582

Results
free energy: -112758.694 eV
free energy less fixed offsets of O -569.03, Si -635.61 eV per atom: 5.206 eV
pressure: -0.94 GPa
stress xx, yy, zz, yz, xz, xy (GPa, positive in tension): -0.35, 2.67, 0.5, -0.05, -0.02, 0.42

Forces (eV/angstrom), in the order of the atoms: element, x, y, z
Si, -0.1563, 0.1955, -0.3708
Si, 0.1192, -0.1041, -0.7092
Si, 0.0281, -0.004, -0.1889
Si, -0.2252, 0.1473, -0.3588
Si, -0.106, 0.1309, -0.5475
Si, 0.0667, -0.2834, -0.0972
Si, 0.1706, -0.0096, -0.0186
Si, 0.0118, -0.1567, -0.087
Si, -0.0149, 0.2733, 0.2887
Si, 0.1055, 0.019, -0.1274
Si, 0.0413, -0.0971, -0.0985
Si, -0.0729, -0.0416, -0.2162
Si, 0.0811, 0.0593, -0.1421
Si, 0.1375, 0.16, -0.1463
Si, 0.0162, 0.0548, -0.3487
Si, 0.063, 0.0133, -0.1847
Si, -0.2187, -0.1225, -0.149
Si, 0.1002, 0.0091, -0.2504
Si, 0.0187, 0.0103, 0.3627
Si, 0.0133, 0.2406, 0.3518
Si, -0.0708, -0.073, -0.1046
Si, -0.0634, -0.2001, 0.006
Si, 0.0927, 0.1516, 0.1327
Si, 0.1869, -0.1333, -0.1439
Si, -0.0386, -0.2138, 0.1155
Si, -0.0669, 0.1541, 0.2235
Si, -0.0874, 0.0879, 0.017
Si, 0.0824, -0.0832, -0.0342
Si, 0.0768, 0.0159, -0.0266
Si, -0.0624, -0.0259, -0.0407
Si, -0.2054, -0.0938, 0.0317
Si, -0.0656, 0.0025, -0.0576
Si, 0.1367, 0.0041, -0.0309
Si, 0.1159, 0.0753, 0.0249
Si, 0.027, 0.0451, 0.0467
Si, -0.0867, 0.0751, -0.2055
Si, -0.1135, 0.0947, 0.0401
Si, -0.0523, 0.0673, 0.045
Si, 0.0881, -0.0448, 0.034
Si, -0.006, 0.0537, 0.011
Si, 0.1998, -0.0667, 0.1127
Si, -0.0413, 0.0881, 0.0463
Si, 0.1216, -0.1063, 0.0514
Si, -0.0982, -0.0013, 0.0234
Si, -0.0901, -0.068, -0.0492
Si, 0.0486, 0.0382, 0.0379
Si, -0.0833, -0.0489, -0.0119
Si, -0.0461, -0.0501, -0.2699
Si, -0.1126, 0.102, -0.1563
Si, -0.0286, 0.0482, -0.3628
Si, 0.1085, 0.0305, -0.1185
Si, -0.0218, -0.0264, -0.1864
Si, 0.0955, -0.061, -0.0235
Si, 0.0426, 0.0585, 0.1354
Si, 0.059, 0.0011, 0.0135
Si, -0.0696, 0.031, 0.237
Si, 0.2832, -0.1132, 0.2765
Si, -0.3247, 0.1413, 0.257
Si, 0.1777, -0.1236, 0.198
Si, -0.0305, 0.0089, 0.0693
Si, 0.3, -0.0716, 0.2365
Si, -0.06, 0.022, 0.1463
Si, -0.2964, 0.1906, 0.2982
Si, -0.1054, -0.0677, -0.1891
Si, -0.0601, 0.1637, -0.0395
Si, 0.008, -0.0247, -0.1298
Si, 0.0535, -0.0234, 0.1878
Si, 0.0025, 0.1013, 0.3403
Si, 0.0433, -0.0125, 0.2513
Si, 0.0477, -0.0331, 0.5127
Si, -0.0097, -0.0626, 0.1739
Si, 0.1642, -0.1735, 0.1477
Si, -0.1291, -0.0031, -0.1288
Si, -0.0163, -0.1148, 0.1212
Si, -0.0673, 0.0227, 0.1697
Si, 0.0054, 0.1163, -0.06
Si, 0.0415, -0.1161, 0.121
Si, -0.2741, -0.0396, 0.0333
Si, 0.0025, 0.0995, -0.0493
Si, 0.0318, -0.1397, -0.1681
Si, -0.0477, -0.0088, -0.0162
Si, -0.0464, -0.0712, 0.2919
Si, -0.1432, -0.1769, -0.1648
Si, 0.0176, -0.0429, 0.011
Si, -0.1122, -0.1203, 0.1496
Si, -0.0888, -0.1348, -0.0369
Si, -0.0187, -0.0928, 0.0325
Si, -0.1695, -0.0245, -0.0863
Si, -0.0857, -0.0757, -0.2162
Si, 0.0163, 0.1696, -0.0063
Si, -0.0185, -0.1638, 0.0034
Si, -0.0342, 0.0695, 0.0271
Si, 0.1962, 0.0981, 0.2328
Si, -0.0128, -0.0396, 0.0685
Si, 0.0615, 0.0103, -0.1272
Si, -0.004, -0.067, -0.0316
Si, -0.0451, 0.0617, 0.0991
Si, -0.0405, 0.1725, 0.0928
Si, -0.0147, -0.0648, -0.2413
Si, -0.0077, -0.0334, -0.1472
Si, 0.1089, 0.121, -0.2434
Si, 0.0382, -0.0098, 0.0669
Si, 0.0168, 0.1014, -0.1352
Si, -0.0698, -0.0776, 0.1418
O, 0.0254, 0.0438, -0.0013
O, -0.0455, -0.2022, 0.3569
O, 0.041, 0.0005, -0.0393
O, 0.0376, -0.1438, 0.2002
O, -0.0085, -0.0513, 0.0269
O, -0.0351, 0.0464, 0.0087
O, -0.1554, 0.136, 0.4478
O, 0.0138, 0.0354, -0.0134
O, -0.0079, 0.0033, -0.0093
O, 0.1157, -0.4072, 0.3485
O, 0.1275, -0.0857, 0.2513
O, 0.0083, 0.0262, -0.0851
O, -0.09, -0.0161, 0.1114
O, 0.0212, 0.0518, 0.0076
O, -0.1311, 0.2052, 0.2285
O, 0.1327, 0.0452, 0.1213
O, 0.0109, -0.0348, -0.0386
O, -0.02, 0.0164, 0.0299
O, 0.0247, 0.0061, -0.0653
O, 0.0433, -0.0709, -0.0429
O, 0.0013, 0.0455, 0.0018
O, -0.0225, -0.0814, 0.0326
O, -0.0702, -0.0455, -0.1335
O, 0.1025, 0.0327, -0.0656
O, -0.0187, -0.2317, -0.3826
O, -0.002, -0.0166, 0.059
O, 0.0365, -0.0002, -0.0458
O, -0.0633, 0.1896, -0.4669
O, -0.0249, 0.1276, -0.2899
O, 0.0907, 0.0799, -0.1454
O, -0.025, 0.0018, -0.0362
O, -0.0048, 0.0817, -0.1498
O, 0.0286, -0.1179, -0.0554
O, 0.063, -0.0367, -0.0491
O, -0.0349, -0.0923, -0.0706
O, 0.0295, -0.0396, 0.0462
O, -0.0433, -0.0209, -0.3105
O, 0.0322, 0.1623, 0.0688
O, 0.0038, -0.0288, 0.1326
O, -0.016, 0.01, -0.0504
O, -0.1187, -0.209, 0.3351
O, 0.0554, 0.0373, -0.0136
O, 0.0339, -0.055, 0.1148
O, 0.018, -0.1023, -0.0295
O, 0.0584, -0.0354, -0.0004
O, -0.0435, -0.0937, 0.0222
O, 0.0098, -0.0281, 0.043
O, -0.0264, -0.0305, -0.0282
O, 0.0434, 0.0861, -0.1188
O, 0.1843, 0.0397, 0.3624
O, -0.0139, -0.068, 0.0018
O, -0.0258, -0.0012, -0.0116
O, 0.0235, -0.0609, 0.0411
O, -0.0558, 0.0126, 0.137
O, -0.0055, -0.0671, -0.0253
O, 0.0747, 0.0246, 0.0848
O, -0.001, 0.0955, 0.0575
O, -0.0047, -0.0652, 0.0794
O, -0.0119, 0.1067, -0.0221
O, -0.0164, 0.0199, 0.088
O, -0.1594, -0.0217, -0.4524
O, 0.0526, 0.0178, -0.3994
O, 0.0082, 0.0087, -0.0465
O, 0.103, 0.0967, -0.0868
O, 0.0193, 0.0906, 0.0035
O, 0.017, -0.0191, 0.0129
O, -0.0546, 0.1211, 0.224
O, 0.0243, 0.1304, 0.0593
O, 0.0409, 0.0468, -0.0598
O, -0.0078, 0.0303, -0.034
O, 0.072, 0.0335, -0.1863
O, -0.0907, 0.0097, 0.3901
O, 0.016, 0.0818, -0.014
O, 0.1098, 0.0379, -0.0701
O, -0.0027, -0.2158, -0.0072
O, -0.0293, 0.0049, 0.0067
O, 0.1564, 0.3321, 0.3722
O, -0.0451, 0.1178, 0.2199
O, -0.0108, -0.0093, 0.0142
O, -0.0214, -0.0525, 0.069
O, 0.0132, 0.0746, -0.0583
O, 0.0054, 0.0844, -0.0732

The program warned: the cutoff lies below the one the program advises for these potential files.
